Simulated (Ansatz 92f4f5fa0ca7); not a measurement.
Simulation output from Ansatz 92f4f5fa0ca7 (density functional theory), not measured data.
Periodic cell of 243 atoms, Si148O89H6, from a study of silicon, its oxide and their interface. The atomic structure is a simulated model.
Doubt: the cutoff is far below the 930 eV that the study's wrapper takes by default for these files, so forces and energies are approximate.
This geometry differs little from another in the collection (a relaxation step or a small displacement).

Settings: functional PBE; potential files Ansatz PAW; basis plane waves; wave-function cutoff 580 eV; density cutoff ratio 5; exchange-correlation grid ratio 1; k mesh 1 x 1 x 1, Gamma-centred; self-consistency stop 5e-08 eV per atom in the density residual; occupations fixed; spin none; net charge 0.

Cell vectors (angstrom)
a, 11.6015, 0, 0
b, 0, 10.938, 0
c, 0, 0, 32.9277

Atoms: element, x, y, z (angstrom)
Si, 0.2167, -0.1227, 24.3611
Si, 3.8348, 0.0633, 24.2368
Si, 7.8598, 0.0709, 24.1033
Si, 1.8859, 1.4745, 24.3046
Si, 5.7909, 1.3388, 24.1908
Si, 9.8733, 1.2857, 24.295
Si, 0.0541, 5.49, 24.1071
Si, 4.0089, 5.3947, 24.3845
Si, 7.8112, 5.6218, 24.2661
Si, 2.1114, 6.6953, 24.1489
Si, 5.829, 6.8873, 24.3647
Si, 9.7692, 6.9291, 24.275
Si, 1.9958, 2.8171, 26.2117
Si, 5.919, 2.6796, 26.17
Si, 9.7727, 2.7209, 26.1933
Si, 0.0579, 4.1608, 26.1387
Si, 3.9906, 4.0409, 26.2607
Si, 7.8289, 4.0828, 26.1115
Si, 1.9889, 8.1357, 26.1082
Si, 5.8345, 8.3039, 26.215
Si, 9.698, 8.2235, 26.2346
Si, 0.0673, 9.4712, 26.2482
Si, 3.8516, 9.6005, 26.1604
Si, 7.7881, 9.6414, 26.1163
Si, 0.0442, 0.0065, 28.1032
Si, 3.8766, 0.0163, 28.0956
Si, 7.7822, 0.0041, 28.0937
Si, 1.9542, 1.3828, 28.0944
Si, 5.85, 1.3349, 28.1048
Si, 9.713, 1.3598, 28.1179
Si, 0.0263, 5.4949, 28.0917
Si, 3.9293, 5.4822, 28.1222
Si, 7.7598, 5.4559, 28.0694
Si, 1.9808, 6.8113, 28.0755
Si, 5.8444, 6.8602, 28.0954
Si, 9.6761, 6.8155, 28.1214
Si, 1.9336, 2.7345, 30.0284
Si, 5.8008, 2.7345, 30.0284
Si, 9.6679, 2.7345, 30.0284
Si, 0, 4.1018, 30.0284
Si, 3.8672, 4.1018, 30.0284
Si, 7.7343, 4.1018, 30.0284
Si, 1.9336, 8.2035, 30.0284
Si, 5.8008, 8.2035, 30.0284
Si, 9.6679, 8.2035, 30.0284
Si, 0, 9.5708, 30.0284
Si, 3.8672, 9.5708, 30.0284
Si, 7.7343, 9.5708, 30.0284
Si, 0, 0, 31.962
Si, 3.8672, 0, 31.962
Si, 7.7343, 0, 31.962
Si, 1.9336, 1.3673, 31.962
Si, 5.8008, 1.3673, 31.962
Si, 9.6679, 1.3673, 31.962
Si, 0, 5.469, 31.962
Si, 3.8672, 5.469, 31.962
Si, 7.7343, 5.469, 31.962
Si, 1.9336, 6.8362, 31.962
Si, 5.8008, 6.8362, 31.962
Si, 9.6679, 6.8362, 31.962
Si, 1.9336, 2.7345, 0.9679
Si, 5.8008, 2.7345, 0.9679
Si, 9.6679, 2.7345, 0.9679
Si, 0, 4.1018, 0.9679
Si, 3.8672, 4.1018, 0.9679
Si, 7.7343, 4.1018, 0.9679
Si, 1.9336, 8.2035, 0.9679
Si, 5.8008, 8.2035, 0.9679
Si, 9.6679, 8.2035, 0.9679
Si, 0, 9.5708, 0.9679
Si, 3.8672, 9.5708, 0.9679
Si, 7.7343, 9.5708, 0.9679
Si, -0.0711, -0.0273, 2.9039
Si, 3.826, -0.0053, 2.8909
Si, 7.7204, 0.0026, 2.9092
Si, 1.8682, 1.3078, 2.7816
Si, 5.7653, 1.358, 2.938
Si, 9.6425, 1.3832, 2.9022
Si, -0.0715, 5.4813, 2.9794
Si, 3.8262, 5.509, 2.8726
Si, 7.701, 5.4829, 2.9035
Si, 1.8562, 6.8129, 2.8954
Si, 5.7773, 6.8196, 2.8636
Si, 9.6176, 6.8733, 3.0002
Si, 1.8281, 2.8265, 4.529
Si, 5.6965, 2.7738, 4.8618
Si, 9.6248, 2.8549, 4.7686
Si, -0.0376, 4.1879, 5.0151
Si, 3.7779, 4.1461, 4.7804
Si, 7.6592, 4.1278, 4.8387
Si, 1.8031, 8.1428, 4.8477
Si, 5.7676, 8.1702, 4.7807
Si, 9.6229, 8.138, 5.0874
Si, -0.0963, 9.564, 4.8711
Si, 3.7708, 9.4078, 4.7113
Si, 7.6659, 9.5651, 4.8432
Si, -0.1621, 0.1677, 6.682
Si, 3.6235, -0.1046, 6.5015
Si, 7.5146, 0.1543, 6.674
Si, 1.8238, 1.3772, 6.2926
Si, 5.4128, 1.3742, 6.7962
Si, 9.4611, 1.5084, 6.6393
Si, 0.1377, 5.327, 7.3309
Si, 3.8274, 5.5305, 6.7388
Si, 7.6798, 5.4237, 6.8261
Si, 1.8983, 6.8893, 6.8952
Si, 5.7944, 6.8364, 6.7209
Si, 9.6674, 6.6653, 7.2094
H, 7.4383, 4.5017, 7.9833
H, 5.765, 7.747, 7.911
H, 11.5309, 10.3173, 7.9492
O, 4.7707, 2.1546, 8.1817
O, 1.9134, 7.9614, 8.184
O, 9.4536, 7.4578, 8.67
O, 12.0749, 4.5233, 8.8087
O, 7.7647, 10.0683, 7.9727
O, 3.4723, 10.1488, 8.0142
O, 4.1992, -2.3669, 12.5442
O, 2.9995, 6.4846, 11.4359
O, 9.3688, 2.5185, 7.9934
H, 4.0448, 4.585, 23.1301
H, 3.818, 10.1377, 23.0159
H, 5.747, 7.7417, 23.1412
O, 2.5776, 7.3544, 22.6777
O, 9.7835, 7.9888, 22.9838
O, 12.3952, 10.0438, 22.964
O, 7.8407, 4.8826, 22.7642
O, 10.1864, 2.313, 23.0167
O, 8.04, 10.0296, 22.7511
O, 5.4098, 2.4099, 22.9615
O, 1.3504, 2.2868, 22.9128
O, 11.5862, 4.5543, 22.7133
Si, 12.5089, 3.3319, 9.9204
Si, 9.1754, -1.81, 21.9883
Si, 7.2003, -3.0711, 20.0485
Si, 3.4595, 2.6896, 19.0793
Si, 9.6924, 13.0102, 9.5392
Si, -2.1129, 8.1524, 10.1493
Si, 5.4738, 2.6616, 21.3613
Si, 1.1618, 0.5036, 18.8304
Si, 7.5237, 1.5662, 19.5076
Si, 6.0895, 10.6148, 15.1448
Si, 11.5503, -4.1451, 17.2292
Si, 11.5458, 2.9492, 22.3595
Si, 15.8052, 7.5851, 11.2289
Si, 4.5761, 9.1873, 19.5346
Si, 10.4563, 6.0386, 12.1058
Si, 8.5335, 3.7669, 11.9141
Si, 0.4115, 5.6681, 14.4144
Si, -1.1401, 13.0779, 19.5155
Si, 5.302, 0.6402, 17.9983
Si, 1.4427, -7.8652, 13.0401
Si, 8.5708, 15.0593, 18.7638
Si, 6.547, 7.53, 15.0975
Si, 7.9527, -0.3963, 9.5194
Si, 0.5683, 9.5316, 11.1046
Si, 8.4165, 6.7041, 17.3943
Si, 1.1159, 0.0635, 13.5234
Si, 13.0696, -1.4847, 16.3175
Si, 13.9598, 5.7217, 18.6679
Si, 3.9093, 7.6643, 16.8326
Si, 3.3928, 3.0474, 8.3749
Si, 4.6522, 3.2532, 12.7001
Si, 17.4223, 1.006, 11.1509
Si, 7.2673, 5.1262, 21.2655
Si, 7.0592, 1.8303, 13.6293
Si, 6.1726, 5.8369, 12.3755
Si, 4.0939, -0.7548, 12.7422
Si, 2.7266, 9.1204, 9.0098
Si, 1.6102, 6.8601, 12.1821
Si, 13.985, 7.6737, 21.096
Si, 0.4021, 9.7746, 21.3918
O, -0.214, 2.6637, 20.7599
O, 6.5962, 6.7441, 13.6653
O, 3.9254, 8.408, 9.865
O, -4.105, 7.4693, 18.4994
O, 0.7689, 4.1256, 14.0823
O, 6.8817, 11.4446, 18.4525
O, 4.6559, 2.156, 18.0567
O, 8.2502, 5.0945, 17.5285
O, 1.1345, 10.7431, 20.3077
O, -0.3253, 1.1139, 18.5579
O, 3.0848, 3.0266, 13.0445
O, 17.592, 15.0992, 21.026
O, 0.9155, 1.6644, 13.6751
O, 5.2794, 10.9028, 16.5255
O, 6.0571, -1.9299, 20.1696
O, 8.6867, 2.8884, 10.545
O, 4.9224, 4.8528, 12.7272
O, 1.6692, 6.5298, 13.7872
O, 3.083, 6.3521, 17.3356
O, 2.1815, 12.6791, 18.8832
O, 0.1236, 10.617, 12.2523
O, 0.3483, 6.126, 11.4332
O, 6.5607, 1.5635, 20.8223
O, 7.8585, 7.0351, 15.9177
O, 14.5446, -2.1784, 16.0754
O, 1.683, 9.9564, 9.9727
O, 5.1148, 7.2184, 15.8312
O, 12.0611, -2.6666, 16.7868
O, 8.2046, 9.1582, 10.3586
O, 6.6219, 0.5194, 9.8179
O, 13.8041, 2.6176, 7.3492
O, 4.3802, -0.2099, 19.054
O, 11.7678, -5.1721, 15.9917
O, 8.4995, 4.8575, 20.2258
O, 9.3068, 0.4977, 9.7174
O, 6.9588, 11.7999, 12.3143
O, -3.0302, 8.4374, 20.663
O, 3.8211, 4.6075, 8.1405
O, 10.6533, 6.301, 13.7095
O, 1.5663, -0.457, 17.5822
O, 15.0516, 8.8313, 20.6478
O, 7.2436, 11.7783, 14.916
O, 7.3729, 4.905, 11.7917
O, 10.3937, -0.9146, 21.3624
O, 9.0754, 1.3545, 19.9603
O, 10.0475, 14.3854, 18.6203
O, 5.639, 2.6251, 13.857
O, 4.0237, 2.5602, 20.6177
O, 6.7635, -1.7914, 15.0221
O, 2.9109, 4.1905, 18.7414
O, 9.424, 7.0517, 11.3614
O, 2.684, 6.3929, 20.1297
O, 6.69, 6.6145, 20.9612
O, 12.3592, 6.0528, 18.4524
O, 9.9913, -3.9005, 17.6166
O, 9.9555, 4.5123, 12.0054
O, 5.1597, 2.5214, 11.2824
O, 8.2748, 2.8748, 13.277
O, 7.4166, 13.9234, 18.7116
O, -0.7229, 8.983, 10.3008
O, 5.646, 6.8289, 11.1788
O, 12.4568, 8.2573, 20.9485
O, 4.6173, 10.8799, 11.368
O, 4.9514, 10.6948, 14.002
O, 12.9114, 8.4318, 12.0389
O, 0.9163, 3.4971, 11.5566
O, 2.608, -0.2325, 13.001
O, 12.5193, -0.7265, 14.9598
O, 4.5268, 8.2648, 18.2058
O, 11.311, 2.2055, 9.7509
O, 14.1124, 2.9288, 9.7587

Results
free energy: -144793.492 eV
free energy less fixed offsets of H -15.97, O -568.88, Si -635.61 eV per atom: 2.928 eV

Forces (eV/angstrom), in the order of the atoms: element, x, y, z
Si, -0.0945, 0.0549, 0.0382
Si, -0.0533, 0.0247, 0.0098
Si, -0.1172, 0.0357, 0.0127
Si, 0.0518, -0.0693, -0.0588
Si, 0.1062, 0.0069, 0.0752
Si, 0.0683, -0.0688, -0.0125
Si, 0.0965, 0.0277, 0.0579
Si, 0.0389, 0.0244, -0.0075
Si, 0.0554, -0.0138, 0.0379
Si, -0.1167, 0.0979, -0.0284
Si, -0.0028, -0.0486, 0.0032
Si, -0.0013, -0.0364, 0.0194
Si, -0.0024, -0.0423, -0.0036
Si, -0.0402, -0.0563, -0.0588
Si, 0.0105, -0.0495, -0.0308
Si, -0.0196, 0.0743, -0.0637
Si, 0.047, 0.02, 0.0641
Si, -0.0027, 0.0688, -0.0396
Si, 0.0448, -0.1002, -0.0853
Si, -0.039, -0.0223, -0.0004
Si, -0.0345, -0.0705, -0.0062
Si, 0.0104, 0.062, -0.0359
Si, -0.0238, 0.0182, 0.0016
Si, -0.0059, 0.0583, -0.0454
Si, -0.0017, -0.0532, 0.0196
Si, 0.0413, -0.0621, 0.0012
Si, 0.0212, -0.0535, 0.0166
Si, 0.0201, 0.0503, 0.0092
Si, -0.0573, 0.087, 0.0386
Si, -0.0094, 0.0456, -0.0138
Si, 0.0002, -0.078, 0.0345
Si, -0.0147, -0.0778, -0.0276
Si, -0.0375, -0.0632, 0.0175
Si, 0.024, 0.0911, 0.0557
Si, 0.0169, 0.0465, 0.0107
Si, 0.0198, 0.0749, 0
Si, -0.001, 0.0062, -0.011
Si, 0.0302, -0.0289, -0.0238
Si, 0.0502, 0.0379, 0.119
Si, 0.0273, -0.025, -0.0985
Si, 0.0725, 0.0005, 0.1122
Si, -0.0263, -0.0272, -0.1228
Si, 0.0479, -0.0382, -0.2034
Si, 0.0826, 0.0258, 0.0763
Si, -0.03, 0.0544, 0.1087
Si, 0.0566, -0.0291, 0.03
Si, -0.003, 0.0381, -0.0555
Si, 0.055, -0.0524, -0.0243
Si, -0.0054, 0.0569, 0.0135
Si, -0.0156, 0.0224, 0.0035
Si, 0.0105, 0.0714, -0.0075
Si, -0.0009, 0.1145, -0.111
Si, 0.0069, -0.0676, -0.0007
Si, -0.018, -0.0209, 0.0165
Si, -0.0013, 0.1477, 0.0361
Si, -0.0025, -0.034, -0.0052
Si, -0.0056, 0.0541, -0.025
Si, 0.0013, -0.0733, -0.0047
Si, 0.0022, 0.0121, 0.0073
Si, -0.0066, -0.1165, 0.0852
Si, -0.0533, 0.0081, -0.6302
Si, -0.0235, -0.0722, 0.2183
Si, -0.0019, -0.0123, -0.1271
Si, -0.1404, 0.0106, 0.4861
Si, -0.0551, 0.0045, 0.0427
Si, 0.0578, 0.0019, 0.0902
Si, -0.1056, 0.0439, 0.0972
Si, -0.0094, 0.0898, -0.104
Si, -0.0202, -0.0118, 0.4137
Si, -0.1221, -0.0912, -0.0938
Si, 0.0267, -0.0302, -0.1131
Si, 0.0002, 0.0508, -0.0236
Si, 0.0274, -0.0829, 0.0171
Si, -0.0007, -0.0818, -0.0064
Si, -0.0253, -0.0571, -0.0059
Si, -0.0098, 0.0104, 0.021
Si, 0.0119, 0.078, -0.0162
Si, -0.0113, 0.0818, 0.003
Si, -0.0206, -0.0795, -0.0296
Si, -0.013, -0.0519, 0.0032
Si, 0.0037, -0.055, -0.0087
Si, 0.0058, 0.077, -0.0022
Si, -0.0106, 0.0615, 0.0127
Si, -0.0059, 0.0684, 0.0106
Si, -0.0103, 0.0298, -0.0579
Si, 0.0456, -0.1135, 0.0751
Si, 0.0054, -0.0901, -0.0313
Si, 0.0463, 0.0863, 0.0823
Si, 0.0028, 0.0633, -0.0234
Si, -0.0224, 0.0881, -0.0009
Si, -0.0537, -0.1066, -0.0042
Si, -0.0326, -0.0575, 0.0125
Si, -0.0196, -0.0389, 0.0039
Si, 0.0003, 0.0888, 0.0134
Si, 0.1046, 0.0594, -0.0329
Si, 0.0387, 0.051, 0.0268
Si, -0.0557, 0.0524, -0.0289
Si, 0.055, 0.148, 0.0394
Si, -0.0373, 0.0541, -0.0609
Si, -0.0138, -0.1584, 0.1136
Si, 0.0394, -0.0525, -0.0465
Si, -0.0058, -0.0889, 0.0179
Si, -0.0525, 0.1159, -0.1405
Si, 0.038, 0.1053, 0.0126
Si, -0.0057, 0.0414, -0.031
Si, -0.0627, -0.1025, -0.0447
Si, 0.0407, -0.0499, -0.0336
Si, 0.0484, -0.0681, 0.0057
H, -0.0087, -0.0053, 0.0107
H, -0.0066, -0.0159, 0.0054
H, 0.014, 0.0071, 0.0083
O, -0.0736, 0.0496, 0.0228
O, 0.0371, 0.0899, 0.0418
O, 0.0042, 0.0379, 0.056
O, 0.0215, -0.0536, 0.0973
O, 0.0145, -0.0006, -0.0056
O, -0.0444, -0.0184, -0.0503
O, 0.001, 0.0169, -0.0123
O, -0.0068, 0.0024, -0.0308
O, 0.0124, 0.0093, 0.0205
H, -0.0098, 0.0034, -0.0279
H, 0.0127, 0.0032, -0.0332
H, -0.0082, 0.0134, -0.0362
O, 0.0009, -0.0245, 0.0111
O, -0.0157, 0.0585, -0.0427
O, -0.0212, -0.0238, -0.0985
O, -0.0485, 0.0184, -0.0081
O, 0.0107, 0.0293, 0.0012
O, 0.0823, -0.0664, -0.0424
O, -0.0428, 0.0264, -0.0426
O, -0.0132, 0.0184, 0.0326
O, -0.0245, -0.098, -0.0593
Si, -0.0137, -0.003, 0.0488
Si, 0.04, 0.056, -0.0311
Si, 0.0132, 0.0031, -0.0162
Si, -0.0066, -0.0016, -0.0361
Si, 0.0281, -0.0048, -0.0377
Si, -0.0187, -0.0197, -0.0233
Si, -0.0043, -0.0087, -0.0106
Si, 0.0009, 0.0147, -0.0277
Si, 0.0115, 0.0132, -0.0623
Si, -0.02, 0.0038, 0.0302
Si, 0.0192, -0.0182, -0.0145
Si, -0.0007, 0.0649, 0.0314
Si, 0.0035, -0.0062, 0.0342
Si, -0.0321, -0.0113, -0.0272
Si, -0.0015, 0.0138, 0.0364
Si, 0.014, 0.0099, 0.028
Si, -0.0014, 0.0094, 0.0357
Si, 0.0083, 0.0011, -0.0638
Si, 0.0061, 0.0033, -0.0061
Si, 0.0005, 0.0104, 0.0331
Si, 0.0036, -0.0112, -0.0545
Si, -0.0071, -0.0283, 0.0032
Si, 0.0099, -0.026, 0.0284
Si, -0.0025, -0.0119, 0.0257
Si, -0.004, -0.0316, -0.0046
Si, -0.0058, -0.0021, 0.0208
Si, -0.0008, 0.0107, 0.0205
Si, 0.0149, -0.005, 0.0082
Si, -0.0095, 0.0001, 0.014
Si, 0.0374, 0.0476, 0.0593
Si, -0.0007, 0.0021, 0.0317
Si, 0.0078, -0.0136, 0.0205
Si, 0.0009, 0.0035, -0.0166
Si, 0.0021, 0.0061, 0.0085
Si, 0.0008, -0.0049, 0.0138
Si, 0.0047, -0.016, 0.0208
Si, -0.0221, -0.017, -0.036
Si, 0.0102, 0.0003, 0.0374
Si, -0.0003, -0.0506, 0.0358
Si, -0.0617, -0.0151, 0.0318
O, -0.0233, -0.0252, -0.0223
O, 0.009, 0.0148, 0.0091
O, 0.0272, -0.0177, 0.0024
O, 0.0129, -0.0085, 0.0097
O, 0.0028, -0.0028, -0.0115
O, -0.0141, 0.0005, 0.0134
O, 0.0137, -0.0123, 0.0097
O, 0.006, 0.0254, 0.0216
O, 0.0159, 0.0143, 0.0172
O, -0.0033, -0.0045, 0.0224
O, 0.0077, 0.0005, -0.0209
O, 0.0158, 0.0267, 0.0248
O, -0.0018, -0.0087, -0.0202
O, 0.0074, -0.0059, -0.0083
O, 0.0154, -0.0269, 0.0266
O, -0.0103, 0.034, 0.02
O, -0.0043, -0.0103, -0.022
O, -0.0068, -0.0115, -0.0156
O, 0.0052, 0.011, -0.0051
O, -0.014, -0.0107, 0.0205
O, 0.015, 0.0062, -0.0083
O, 0.0048, -0.0043, -0.0278
O, 0.0161, -0.0027, 0.011
O, -0.0031, 0.0123, -0.0152
O, -0.0023, -0.0025, -0.0033
O, -0.026, 0.0088, 0.0024
O, 0.0043, -0.0013, -0.0091
O, 0, 0.0072, 0.003
O, -0.0072, 0.008, -0.0118
O, -0.0154, 0.015, 0.0002
O, 0.0177, -0.0625, -0.0567
O, 0.0149, -0.0034, 0.0239
O, -0.0027, 0.0015, 0.0126
O, 0.0063, -0.012, 0.0036
O, -0.0014, -0.0094, -0.0123
O, 0.0047, 0.0063, -0.0107
O, -0.0301, 0.0056, 0.0332
O, -0.0049, -0.0692, -0.0072
O, 0.0118, -0.0081, -0.0169
O, -0.0012, -0.0226, -0.0145
O, 0.0337, 0.0245, -0.0062
O, 0.0007, -0.0041, -0.01
O, 0.0062, -0.0093, -0.0257
O, 0.0159, -0.0754, 0.0812
O, -0.0031, 0.0057, 0.0404
O, -0.0231, -0.0038, 0.0409
O, 0.0084, -0.0054, -0.0056
O, 0.0001, 0.0061, 0.036
O, 0.0094, 0.0104, -0.011
O, -0.0079, 0.0137, 0.0212
O, 0.0087, -0.0124, -0.0183
O, -0.0145, -0.009, 0.0021
O, 0.0213, 0.0285, -0.0042
O, -0.0097, 0.0073, 0.0108
O, -0.013, 0.0012, 0.0103
O, -0.0044, -0.0177, -0.0308
O, 0.0079, 0.0026, -0.02
O, -0.0047, -0.0142, -0.0084
O, 0.0012, -0.0009, 0.0325
O, 0.0314, 0.0126, -0.0197
O, -0.0049, -0.0029, -0.0233
O, -0.0092, 0.0411, 0.0303
O, -0.002, -0.0028, -0.0189
O, 0.0132, 0.0072, -0.0198
O, -0.0016, -0.0091, -0.0184
O, 0.0138, -0.0176, -0.0059
O, 0.0004, 0.0049, -0.0215
O, -0.0037, -0.0063, -0.0042
O, -0.0008, -0.0083, 0.0068
O, 0.0065, -0.0054, -0.0025
O, 0.0227, -0.0102, -0.0373

The program warned: the cutoff lies below the one the program advises for these potential files; the forces do not sum to zero within the program's tolerance; the exchange-correlation potential is rough where the density is thin.
